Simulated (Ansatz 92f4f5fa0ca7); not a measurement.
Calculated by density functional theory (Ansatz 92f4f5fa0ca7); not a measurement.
Periodic cell of 226 atoms, Si133O92B1, from a study of silicon, its oxide and their interface. The atomic structure is a simulated model.
Doubt: the cutoff is far below the 930 eV that the study's wrapper takes by default for these files, so forces and energies are approximate.
This geometry differs little from another in the collection (a relaxation step or a small displacement).

Settings: functional PBE; potential files Ansatz PAW; basis plane waves; wave-function cutoff 580 eV; density cutoff ratio 5; exchange-correlation grid ratio 1; k mesh 1 x 1 x 1, Gamma-centred; self-consistency stop 5e-08 eV per atom in the density residual; occupations fixed; spin none; net charge -1 e, with a uniform compensating background and no finite-size correction.

Cell vectors (angstrom)
a 10.938 0 0
b 0 10.938 0
c 0 0 31.9494

Atoms and the computed forces on them: element, x, y, z (angstrom), force x, y, z (eV/angstrom)
Si 10.6232 0.0006 24.4344 0.0015 -0.0007 -0.0043
Si 5.0747 0.1274 24.6823 0.0015 -0.0009 -0.0037
Si 2.8178 2.2934 24.5477 -0.0011 0.0011 -0.0045
Si 8.5647 2.4332 24.5804 -0.0017 0.0008 -0.0027
Si 10.7029 5.5865 24.3535 0.0009 -0.0019 -0.0028
Si 5.1535 5.6133 24.467 0.0015 -0.0003 -0.0045
Si 2.9839 7.9506 24.4228 -0.001 0.0016 -0.0026
Si 8.4129 7.8298 24.4328 -0.0011 0.0007 -0.0054
Si 1.2893 1.1306 25.8574 -0.0012 -0.0006 -0.0002
Si 6.813 1.327 25.768 0.0006 0.0002 0
Si 3.9815 4.0103 25.7505 -0.0006 -0.0002 0.0008
Si 9.6827 4.0199 25.8694 0.0003 0.0003 -0.0004
Si 1.3344 6.7924 25.6898 0.0008 0 0.0004
Si 6.8002 6.7212 25.7689 0 -0.0002 0.0008
Si 3.9994 9.4663 25.9715 0.0002 -0.0018 -0.0008
Si 9.4801 9.4388 25.8177 0.0005 -0.0002 0.0007
Si 2.6327 -0.1351 27.31 0.0003 0.0011 -0.0002
Si 8.1413 -0.072 27.1738 -0.0007 0.0006 0.0005
Si 0.0738 2.6519 27.2334 -0.0001 0.0003 -0.0002
Si 5.4451 2.7219 27.1397 0.0005 -0.0003 0.0008
Si 2.6648 5.4143 27.1335 -0.0001 0.0003 0.0003
Si 8.1872 5.3671 27.1558 0.0001 0.0002 0.0003
Si 0.0066 8.1512 27.1549 -0.0002 -0.0006 0.0005
Si 5.5087 8.1406 27.2037 0.0001 0.0002 -0.0002
Si 4.0797 1.3247 28.527 0.0008 0.0012 -0.0001
Si 9.5473 1.3134 28.538 -0.0003 -0.0011 -0.0006
Si 1.3861 4.0619 28.5905 0.0016 0.0001 0.0015
Si 6.8052 4.0619 28.5534 -0.0008 -0.0005 0
Si 4.0813 6.7755 28.5153 -0.0009 -0.0014 -0.0011
Si 9.554 6.7769 28.5078 0.0009 -0.0001 -0.0012
Si 1.29 9.4793 28.6531 -0.0016 -0.0019 0.0036
Si 6.823 9.5296 28.5941 0.0012 -0.0001 0.0015
Si -0.0367 -0.0224 29.9697 0.0004 -0.0007 -0.0005
Si 5.4514 -0.0139 29.9265 -0.0001 -0.0006 0
Si 2.7627 2.7111 29.9381 -0.0006 0.0009 -0.0001
Si 8.1833 2.6993 29.9047 -0.0006 0.0007 0.0005
Si -0.02 5.436 29.9156 -0.0001 -0.0005 -0.0001
Si 5.4566 5.4525 29.924 0.0011 -0.0002 0.0004
Si 2.738 8.1445 29.9354 -0.0014 0.0012 -0.0002
Si 8.2214 8.1634 29.9193 -0.0012 0.001 0.0003
Si 1.3682 1.3711 31.3115 0.0003 0 -0.0002
Si 6.823 1.364 31.2954 0.0006 -0.0002 -0.0002
Si 4.1179 4.0812 31.3066 -0.001 -0.0003 -0.0003
Si 9.545 4.0804 31.2823 0.0001 0.0003 -0.0003
Si 1.3556 6.8075 31.2939 0.0003 -0.0003 -0.0003
Si 6.8276 6.8387 31.3024 -0.0001 -0.0003 -0.0003
Si 4.0871 9.5601 31.2941 0.0004 0.0003 -0.0002
Si 9.5488 9.5438 31.32 0 -0.0001 -0.0003
Si 2.7656 0.0219 0.7329 0.0001 0.0001 0.0002
Si 8.2016 0.0118 0.7099 -0.0008 0.0004 0.0007
Si -0.0165 2.7467 0.7283 -0.0009 0 0
Si 5.4858 2.7479 0.7441 0.001 -0.0008 0.0005
Si 2.7396 5.4635 0.7007 -0.0003 0.0006 0.0003
Si 8.2009 5.4642 0.718 -0.0001 -0.001 0.0002
Si 0.0215 8.2099 0.7296 0 -0.0003 -0.0001
Si 5.485 8.2498 0.7366 -0.0002 0.0003 -0.0001
Si 4.1548 1.3704 2.1373 -0.0023 0 -0.0003
Si 9.5501 1.3813 2.0999 -0.0014 -0.0004 0.0017
Si 1.3578 4.1396 2.0757 0.0016 -0.0012 -0.0001
Si 6.8641 4.1037 2.118 0.0003 0.0013 0.0009
Si 4.0955 6.8602 2.0567 0.0011 -0.001 0.0008
Si 9.5764 6.8448 2.0812 -0.0019 0.0003 -0.0006
Si 1.3774 9.6218 2.0884 0.0006 0.0002 0.0005
Si 6.8194 9.6774 2.1174 0.0008 0.0002 0.0015
Si 0.0151 0.0474 3.4806 -0.0013 0.0001 0.0024
Si 5.6464 0.2032 3.613 0.0062 0.0037 -0.0068
Si 2.7293 2.7725 3.412 0.0017 -0.0006 0.0026
Si 8.1002 2.6229 3.5133 0.0093 0.0075 -0.0127
Si 0.007 5.4977 3.4801 -0.0007 0.001 0.0021
Si 5.4729 5.5209 3.429 -0.0015 -0.0018 0.0028
Si 2.7679 8.2696 3.4213 0.0012 0.0029 -0.002
Si 8.2431 8.3031 3.3886 0.0013 0.0011 -0.0008
Si 1.3775 1.4619 4.8481 -0.0007 0.0007 0.0001
B 6.9159 1.4735 4.7187 -0.0081 -0.0218 0.0193
Si 4.1165 4.1045 4.7689 0.0026 0.0028 0.0022
Si 9.561 4.0342 4.763 0.0028 0.0019 0.0036
Si 1.3632 6.9738 4.828 -0.0008 -0.0042 0.0046
Si 6.8453 6.989 4.7214 -0.0035 0.0012 -0.0011
Si 4.1555 9.6329 4.7922 -0.0022 -0.0053 0.0036
Si 9.5629 9.6404 4.8505 -0.0017 0.0032 0.0006
Si 2.762 0.048 6.1452 0.0001 0.0029 -0.0006
Si 8.1422 0.2756 5.935 0.0032 0.0023 -0.0073
Si 0.01 2.8066 6.3023 0.0002 -0.0009 0.0021
Si 5.6862 2.6853 5.8945 -0.0072 0.0026 -0.0093
Si 2.7594 5.5723 6.1095 0.0041 -0.0004 0.0025
Si 8.2561 5.5864 5.9396 0.0036 -0.0023 -0.0001
Si 0.0173 8.3218 6.3379 0.0006 0.0006 -0.0034
Si 5.5205 8.3037 6.221 0.0017 -0.0008 0.0047
Si 4.4757 1.2053 7.2622 0.0075 -0.0007 -0.0102
Si 9.7443 1.1453 7.5399 -0.0031 0.0008 -0.0001
Si 1.1756 4.5156 7.4922 0.0008 0.0004 -0.0074
Si 6.6319 4.4687 7.1606 -0.0003 -0.0039 0.0021
Si 4.3316 6.6837 7.4959 -0.0177 0.0117 -0.0176
Si 9.7227 6.6196 7.4718 -0.0003 -0.0014 0.0033
Si 1.2465 9.9427 7.6636 -0.0003 -0.0034 0.0042
Si 6.7357 10.0109 7.355 -0.0023 -0.0013 0.0011
O 9.5799 1.2372 23.9879 -0.0001 0.0001 0.0016
O 4.1012 6.8012 23.95 -0.0005 -0.0001 0.0015
O 4.0101 1.2412 24.0431 -0.0003 0.0001 0.0022
O 9.5322 6.6998 23.9023 -0.0004 0.0005 0.0018
O -0.0218 5.5688 8.0027 -0.0063 -0.0014 0.0026
O 5.553 0.1106 7.9205 -0.0009 -0.0052 -0.0009
O 0.0008 0.0676 8.078 0.001 0.0037 -0.0011
O 5.4847 5.5156 7.7826 0.0142 0.0008 0.0133
O 7.5654 3.9636 8.4178 -0.0022 0.0027 -0.0056
O 8.7245 7.0619 8.7412 0.0008 -0.0013 -0.0033
O 2.1444 9.4393 9.0157 -0.0026 0.0031 -0.0038
O 8.8705 1.6738 8.8875 0.0024 -0.0024 -0.003
O 7.6808 9.5225 8.6364 -0.0004 0.0005 -0.0042
O 3.693 1.9425 8.5087 0.0021 -0.0146 -0.0043
O 3.6146 7.2203 8.9215 0.0021 -0.0026 -0.0002
O 2.0622 4.0545 8.8261 -0.0038 0.0032 -0.0032
O 8.135 3.4783 23.3625 0.0015 -0.0012 0.0028
O 0.4436 4.9279 22.9628 -0.0013 0.0019 0.003
O 1.9049 2.7372 23.2447 0.0021 -0.0014 0.0036
O 5.8271 4.9072 23.1263 -0.002 0.0018 0.0036
O 5.5235 10.0074 23.5018 -0.0012 0.001 0.0029
O 2.44 8.6838 23.029 0.0016 -0.0016 0.0031
O 0.1867 10.0704 23.0895 -0.0022 0.002 0.004
O 7.7794 8.5728 23.083 0.0019 -0.0019 0.0035
Si 8.6586 7.7024 18.4391 0.0001 -0.0001 -0.0002
Si 8.793 6.3554 13.6135 0.0005 -0.0003 0.0004
Si 3.7983 1.5468 14.7029 0.0001 -0.0001 0.0007
Si 2.1372 5.7443 17.6217 0.0003 0.0002 -0.0002
Si 2.4143 3.1432 19.498 0.0006 -0.0004 -0.0015
Si 9.8169 9.0283 12.0544 0.0004 0.0001 0.0025
Si 1.328 9.4178 22.0894 0.0003 -0.0001 -0.0049
Si 9.1789 0.9666 13.1832 0.0001 -0.0002 0.0008
Si 1.423 5.0467 13.0059 -0.0006 0.0002 0.0007
Si 1.7965 8.2442 12.7857 -0.0008 0.0001 0.0024
Si 6.6508 9.5585 22.4366 -0.0008 0.0006 -0.004
Si 4.5281 4.6071 15.6889 -0.0001 -0.0005 0.0008
Si 8.1979 3.0153 9.544 0.0009 0.0004 0.0062
Si 0.8423 8.2463 19.2639 -0.0001 -0.0006 -0.0018
Si 6.953 1.3498 21.0904 -0.0002 0 -0.002
Si 8.2362 8.3528 9.6184 0.0017 0.0019 0.0058
Si 10.8967 5.1972 15.5904 0 -0.0001 0.0007
Si 7.5723 9.4986 16.3024 0.0002 0.0001 0.0004
Si 9.9326 2.0588 20.2953 -0.0002 -0.0003 -0.0018
Si 3.2053 8.5052 9.875 0.0007 -0.0017 0.005
Si 6.6935 3.3579 17.4046 0.0001 -0.0003 -0.0005
Si 1.1668 0.2067 19.8082 -0.0002 0.0003 -0.0012
Si 3.2552 2.8175 12.2572 -0.0003 0.0002 0.0034
Si 7.215 5.4001 19.6908 -0.0002 0.0005 -0.0017
Si 5.7452 8.6912 11.5098 -0.0006 0.001 0.0032
Si 5.8011 6.0905 13.1911 0 0.0001 0.0019
Si 4.6389 9.7122 17.6112 0.0001 0.0001 -0.0004
Si 1.0196 3.5962 22.1867 -0.0002 -0.0009 -0.0048
Si 4.8996 1.4876 18.7999 -0.0004 0.0001 -0.0008
Si 3.226 3.1329 9.48 -0.0012 0.0143 0.0157
Si 6.4554 10.8234 13.7746 0.0002 0.0004 0.0013
Si 10.3562 0.1189 15.9551 0.0001 -0.0003 0.0004
Si 5.6807 3.6761 11.1497 -0.0004 0.0002 0.0023
Si 9.8334 3.8948 11.874 0.0006 0.0002 0.0023
Si 2.3498 9.925 15.517 -0.0001 0.0004 0.0007
Si 6.0772 8.1339 19.8003 0.0002 -0.0006 -0.0016
Si 6.931 3.9709 22.386 0.0004 -0.0007 -0.0042
Si 9.7566 2.777 17.3598 -0.0003 -0.0002 -0.0008
O 7.2074 6.3866 13.9798 -0.0006 0 -0.0002
O 1.8809 7.057 18.672 -0.0002 0.0004 0.0003
O 10.2952 4.0291 16.5121 0.0001 0.0002 0
O 6.1738 9.9638 17.0459 0.0001 0 0.0001
O 10.1577 0.7158 14.4577 -0.0005 0.0003 -0.0008
O 8.4451 6.1223 18.8641 -0.0002 -0.0003 0.0002
O 5.1785 0.6916 14.424 0.0005 -0.0003 -0.0002
O 5.7173 2.0648 17.5215 -0.0002 -0.0002 0.0004
O 8.3464 1.9425 20.5389 -0.0005 -0.0002 0.0006
O 1.9966 4.2979 18.4039 -0.0001 -0.0006 0.0006
O 6.9713 2.8095 10.6355 0.0007 0.0001 -0.0016
O 4.8927 2.7259 12.222 0.0009 0.0002 -0.0012
O 6.0283 4.3969 16.3363 -0.0003 0.0001 0
O 4.5653 3.9825 9.9693 -0.0013 -0.0007 -0.0012
O 10.6902 2.7729 21.5524 0.0009 0.0009 0.0017
O 9.7336 6.1549 14.9506 -0.0007 0.0003 -0.0005
O 6.0079 6.4973 19.8405 -0.0001 -0.0001 0.0002
O 4.0861 0.1767 18.2689 0 0.0001 0.0001
O 9.26 10.5478 12.2758 0.0001 -0.001 -0.0005
O 2.8538 4.3545 12.6802 0.0006 -0.0005 -0.0002
O 1.9103 10.6979 21.2135 0 -0.0009 0.0017
O 3.9931 2.7216 19.3875 -0.0003 0.0001 0.0001
O 0.7379 10.0457 15.9481 0.0001 -0.0001 0.0001
O 1.278 9.8033 18.836 0 0.0001 0.0006
O 1.7145 1.6618 19.2773 -0.0002 -0.0002 0.0002
O 8.9474 10.3846 16.4772 0 0 0
O 4.878 8.5917 18.7837 0.0003 -0.0002 0.0005
O 9.5766 8.7673 10.4662 -0.0017 -0.0007 -0.003
O 6.7415 4.1005 18.8508 0.0001 0.0004 0.0006
O 2.8537 1.7239 13.3724 -0.0001 0.0007 -0.0011
O 5.8298 8.7824 21.2633 0.0005 0.001 0.0024
O 2.5906 2.4367 10.8278 -0.0017 -0.0014 -0.0004
O 7.6086 4.8499 21.1761 -0.0003 -0.0011 0.0023
O 5.2367 7.4951 12.5372 0.0001 0.001 -0.0009
O 0.4332 9.063 12.4865 -0.0003 0.0001 -0.0002
O 7.5904 1.0589 13.5783 0.0002 0 0.0001
O 7.1054 9.6325 14.734 -0.0004 0.0003 -0.0008
O 8.9769 5.0249 12.6833 0 -0.0009 -0.0005
O 8.0936 8.0383 16.9091 0 -0.0001 0.0003
O 6.2125 2.5755 21.8922 0.0001 0.001 0.0011
O 2.4599 9.0606 14.0886 -0.0001 -0.0009 -0.0012
O 0.4189 4.4832 11.8511 -0.0003 -0.0005 -0.0004
O 0.8142 8.3164 20.9344 0.0003 0.0007 0.0022
O 9.3807 3.8231 10.3233 -0.0014 -0.0007 -0.0025
O 9.658 2.3849 12.5176 0.0001 0.0008 -0.0004
O 7.6225 8.5707 19.3891 -0.0005 0.0001 0.0002
O 2.5468 8.1453 11.3399 0.0015 0.0001 -0.0034
O 3.9807 3.0645 15.3551 -0.0001 -0.0003 -0.0001
O 0.8485 4.4827 14.4279 0.0005 0.0001 -0.0008
O 10.0567 2.9973 18.9519 0.0001 -0.0004 0.0011
O 9.1499 7.7978 12.923 0.0001 0.001 -0.0005
O 10.5131 0.5367 20.0741 -0.0001 0.0002 0.0003
O 6.0639 5.0527 11.9436 0.0001 -0.0013 -0.0017
O 8.154 2.7541 17.0154 0.0001 0 0.0003
O 3.5337 5.4777 16.7188 0.0001 -0.0001 -0.0001
O 4.6374 9.1531 10.3848 -0.0007 0 -0.0011
O 1.5291 6.6684 13.1712 0.0003 0.0004 0
O 4.7658 5.5101 14.3349 0.0005 0.0007 -0.0011
O 2.0411 3.8547 20.9249 -0.001 0.0004 0.0023
O 10.5454 1.406 16.9459 0 0 0.0001
O 0.9457 6.0633 16.55 -0.0002 -0.0001 -0.0002
O 7.3417 10.9501 21.9297 -0.0001 -0.0012 0.0011
O 5.9334 0.9114 19.9126 0.001 0.0001 0.0011
O 6.069 10.043 12.3898 -0.0003 -0.0017 -0.0016
O 2.8479 0.5498 15.5692 0.0002 0.0003 0
O 7.0488 8.0681 10.7235 0.0018 -0.0005 -0.003
O 10.2451 8.0183 18.6865 0.0004 0.0001 0.0002
O 3.4541 9.2078 16.5592 -0.0002 -0.0001 0.0001

Results
free energy: -137022.839 eV
free energy less fixed offsets of B -154.04, O -568.88, Si -635.61 eV per atom: 4.291 eV

The program warned: the cutoff lies below the one the program advises for these potential files; the exchange-correlation potential is rough where the density is thin.
